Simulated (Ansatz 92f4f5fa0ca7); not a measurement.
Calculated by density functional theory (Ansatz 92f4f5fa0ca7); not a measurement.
Periodic cell of 226 atoms, Si133O92B1, from a study of silicon, its oxide and their interface. The atomic structure is a simulated model.
Doubt: the cutoff is far below the 930 eV that the study's wrapper takes by default for these files, so forces and energies are approximate.
This geometry differs little from another in the collection (a relaxation step or a small displacement).

Settings: functional PBE; potential files Ansatz PAW; basis plane waves; wave-function cutoff 580 eV; density cutoff ratio 5; exchange-correlation grid ratio 1; k mesh 1 x 1 x 1, Gamma-centred; self-consistency stop 5e-08 eV per atom in the density residual; occupations fixed; spin none; net charge -1 e, with a uniform compensating background and no finite-size correction.

Cell vectors (angstrom)
a 10.938 0 0
b 0 10.938 0
c 0 0 31.9494

Atoms: element, x, y, z (angstrom)
Si 10.6232 0.0062 24.4426
Si 5.082 0.1573 24.7177
Si 2.8407 2.3158 24.5876
Si 8.5673 2.4355 24.6089
Si 10.6731 5.5757 24.3916
Si 5.1574 5.6108 24.4959
Si 2.9879 7.9424 24.4268
Si 8.4002 7.8113 24.4743
Si 1.2861 1.144 25.8575
Si 6.7993 1.387 25.8164
Si 4.0428 4.0004 25.8161
Si 9.6213 4.0371 25.9321
Si 1.3347 6.7824 25.6854
Si 6.8129 6.6697 25.8247
Si 4.0038 9.4649 25.9663
Si 9.4728 9.445 25.8183
Si 2.653 -0.1124 27.2944
Si 8.1375 -0.0527 27.1603
Si 0.0594 2.6566 27.2285
Si 5.5987 2.8666 27.2779
Si 2.6753 5.4175 27.127
Si 8.0334 5.226 27.3057
Si -0.0152 8.1275 27.1402
Si 5.5061 8.1319 27.1951
Si 4.1306 1.3703 28.4893
Si 9.4886 1.3704 28.5307
Si 1.3849 4.0659 28.57
B 6.8081 4.0624 28.5442
Si 4.1284 6.7264 28.5133
Si 9.5076 6.7322 28.4796
Si 1.2903 9.4812 28.617
Si 6.8217 9.5366 28.5654
Si -0.0658 -0.0024 29.9175
Si 5.4481 -0.0067 29.8958
Si 2.7779 2.7111 29.8982
Si 8.0175 2.861 29.7096
Si -0.0284 5.4388 29.89
Si 5.6133 5.2814 29.7171
Si 2.752 8.1244 29.8967
Si 8.2213 8.1643 29.8788
Si 1.3637 1.3721 31.2372
Si 6.8356 1.4161 31.1947
Si 4.1663 4.0999 31.2096
Si 9.4912 4.0654 31.1864
Si 1.3548 6.8082 31.2594
Si 6.8105 6.786 31.1745
Si 4.0842 9.5559 31.2479
Si 9.5478 9.5461 31.2764
Si 2.7369 0.0169 0.6636
Si 8.1929 0.0425 0.6252
Si -0.0199 2.7567 0.6275
Si 5.4819 2.7442 0.6754
Si 2.7663 5.4559 0.6301
Si 8.2076 5.495 0.6327
Si 0.0172 8.2133 0.6915
Si 5.4853 8.1959 0.6338
Si 4.104 1.3893 2.0436
Si 9.5982 1.3648 2.0058
Si 1.356 4.143 2.0031
Si 6.8425 4.1577 2.014
Si 4.0967 6.8546 2.0051
Si 9.5745 6.8449 2.0405
Si 1.3733 9.6203 2.047
Si 6.8328 9.628 1.9945
Si 0.0242 0.0477 3.4471
Si 5.4848 0.0372 3.42
Si 2.7094 2.7769 3.3711
Si 8.2564 2.7898 3.3134
Si 0.0351 5.5206 3.4372
Si 5.4747 5.5332 3.3965
Si 2.7468 8.2432 3.3736
Si 8.2397 8.2992 3.3501
Si 1.3762 1.463 4.8207
Si 6.9121 1.4789 4.6945
Si 4.0583 4.1618 4.7251
Si 9.6056 4.0879 4.7498
Si 1.3708 6.9775 4.8134
Si 6.8392 7.0006 4.6982
Si 4.0993 9.5786 4.7681
Si 9.6189 9.5867 4.813
Si 2.7619 0.0447 6.1152
Si 8.2957 0.1298 6.0689
Si 0.0195 2.8089 6.2816
Si 5.5148 2.8443 6.0361
Si 2.7569 5.599 6.1157
Si 8.259 5.6103 5.9253
Si 0.0513 8.3143 6.3416
Si 5.5051 8.3097 6.2012
Si 4.4284 1.1934 7.3013
Si 9.8161 1.1596 7.5954
Si 1.1788 4.5135 7.4802
Si 6.646 4.5507 7.2132
Si 4.3305 6.711 7.5158
Si 9.7328 6.624 7.4725
Si 1.2831 9.9487 7.6751
Si 6.722 9.977 7.3893
O 9.5838 1.2442 23.9999
O 4.1076 6.7966 23.958
O 4.0037 1.2451 24.0626
O 9.5279 6.7038 23.921
O -0.0255 5.5552 8.0001
O 5.5728 0.1374 7.8963
O 0.0751 0.0977 8.13
O 5.5385 5.6151 7.8625
O 7.6014 3.9708 8.4145
O 8.7323 7.0613 8.7432
O 2.182 9.4616 9.0248
O 8.901 1.6894 8.9076
O 7.613 9.4865 8.7014
O 3.6213 1.8368 8.5834
O 3.597 7.2296 8.9343
O 2.0627 4.0195 8.8029
O 8.1531 3.4801 23.3781
O 0.3998 4.9073 22.9928
O 1.9501 2.7855 23.2728
O 5.8279 4.8964 23.1503
O 5.5488 10.0632 23.5195
O 2.447 8.6783 23.0293
O 0.191 10.0749 23.095
O 7.7495 8.545 23.1218
Si 8.6555 7.7009 18.4677
Si 8.7907 6.354 13.6375
Si 3.7989 1.5408 14.7299
Si 2.1388 5.7422 17.6437
Si 2.4084 3.1432 19.5253
Si 9.8153 9.0264 12.0777
Si 1.3317 9.4177 22.1043
Si 9.1774 0.9626 13.2038
Si 1.423 5.0511 13.0304
Si 1.7996 8.2526 12.8095
Si 6.6593 9.5626 22.4676
Si 4.5311 4.6008 15.7143
Si 8.2122 3.0281 9.5613
Si 0.8415 8.2467 19.2809
Si 6.9689 1.3406 21.1164
Si 8.2261 8.3218 9.6562
Si 10.8913 5.197 15.6181
Si 7.5689 9.4963 16.3316
Si 9.9416 2.0508 20.3224
Si 3.2188 8.5155 9.8992
Si 6.6901 3.3588 17.4373
Si 1.1691 0.2033 19.8204
Si 3.2423 2.818 12.2871
Si 7.2102 5.4026 19.7248
Si 5.7524 8.6685 11.5396
Si 5.7908 6.0725 13.2022
Si 4.6374 9.7144 17.6431
Si 1.0187 3.597 22.2225
Si 4.899 1.4899 18.8368
Si 3.1964 3.0934 9.5014
Si 6.4561 10.8122 13.7975
Si 10.3518 0.1201 15.9803
Si 5.6654 3.6635 11.1439
Si 9.8389 3.8952 11.902
Si 2.3477 9.9241 15.549
Si 6.0764 8.1401 19.8358
Si 6.9363 3.9638 22.4193
Si 9.7559 2.7784 17.3936
O 7.2005 6.3762 13.9793
O 1.8818 7.055 18.6868
O 10.2882 4.0274 16.5324
O 6.1686 9.967 17.0636
O 10.1535 0.7101 14.4765
O 8.4403 6.122 18.8911
O 5.1745 0.683 14.4323
O 5.7086 2.0699 17.5508
O 8.3524 1.9451 20.5474
O 2.0044 4.2937 18.4162
O 6.9663 2.8123 10.6246
O 4.8781 2.7117 12.2119
O 6.0325 4.3911 16.3532
O 4.5587 3.9356 9.9408
O 10.7098 2.7382 21.5839
O 9.727 6.1545 14.9744
O 6.0072 6.5039 19.8741
O 4.0861 0.1794 18.2964
O 9.2628 10.549 12.2854
O 2.8553 4.3578 12.7077
O 1.9162 10.6942 21.2198
O 3.9897 2.7208 19.4254
O 0.7339 10.0467 15.9662
O 1.2794 9.8005 18.8428
O 1.7147 1.6609 19.2897
O 8.943 10.386 16.4983
O 4.8798 8.5927 18.8094
O 9.5682 8.7563 10.4881
O 6.7274 4.1113 18.8742
O 2.8517 1.7204 13.3984
O 5.8247 8.7953 21.2913
O 2.5483 2.4542 10.8657
O 7.6069 4.8431 21.1999
O 5.2175 7.4788 12.5566
O 0.434 9.063 12.4971
O 7.5864 1.0515 13.5878
O 7.1078 9.6272 14.7573
O 8.9796 5.0252 12.7038
O 8.0896 8.0374 16.9337
O 6.2281 2.5599 21.9244
O 2.4575 9.0641 14.1127
O 0.4238 4.484 11.8701
O 0.8123 8.3172 20.9451
O 9.3844 3.8358 10.3485
O 9.6551 2.3813 12.5314
O 7.6215 8.5738 19.4134
O 2.5544 8.1713 11.3608
O 3.9842 3.0584 15.373
O 0.8382 4.488 14.4451
O 10.0708 2.9989 18.9794
O 9.1511 7.7976 12.9482
O 10.5135 0.5282 20.0786
O 6.0375 5.0437 11.9371
O 8.1522 2.7536 17.0528
O 3.5347 5.4772 16.7315
O 4.6659 9.1383 10.393
O 1.5348 6.6731 13.1779
O 4.7662 5.4908 14.3484
O 2.0186 3.8653 20.9384
O 10.5428 1.4098 16.9627
O 0.9483 6.0611 16.5666
O 7.3791 10.9305 21.9278
O 5.9389 0.9108 19.9388
O 6.0793 10.0232 12.4103
O 2.8473 0.5483 15.5954
O 7.0547 8.0139 10.7703
O 10.2443 8.0147 18.6996
O 3.4528 9.2083 16.5856

Results
free energy: -137022.841 eV
free energy less fixed offsets of B -154.04, O -568.88, Si -635.61 eV per atom: 4.289 eV

Forces (eV/angstrom), in the order of the atoms: element, x, y, z
Si 0.0244 -0.0276 -0.0285
Si 0.0166 0.0047 -0.0273
Si -0.0075 0.0145 -0.0257
Si -0.0057 0.0106 -0.0257
Si 0.0059 -0.0177 -0.0243
Si 0.0113 -0.0042 -0.0254
Si -0.02 0.0305 -0.0281
Si -0.0172 -0.0007 -0.0298
Si 0.0003 0.0044 -0.0036
Si 0.0131 -0.029 -0.0222
Si -0.0269 0.0144 -0.0218
Si 0.0143 -0.0101 -0.0261
Si -0.0047 -0.0097 0.0001
Si -0.0181 0.0207 -0.0187
Si 0.011 -0.0103 -0.0054
Si -0.0055 -0.0054 0.0014
Si 0.0016 0.0086 0.0202
Si 0.0043 0.0154 -0.0063
Si -0.015 -0.0081 -0.0085
Si 0.1055 0.1072 0.1627
Si 0.019 0.007 -0.0052
Si -0.0737 -0.0652 0.1206
Si -0.001 -0.0016 0.0216
Si -0.0034 -0.0152 -0.0081
Si -0.0085 -0.0081 -0.0162
Si -0.0018 -0.005 -0.0233
Si 0.0127 -0.0015 0.0223
B -0.0239 -0.0389 -0.3453
Si -0.0015 -0.0125 -0.0321
Si 0.0143 0.0063 -0.0334
Si -0.0094 -0.0124 0.0133
Si 0.0038 -0.0008 0.0221
Si 0.0015 -0.0137 -0.0026
Si 0.0018 -0.0017 -0.0068
Si 0.0027 0.017 -0.0063
Si 0.0585 -0.0468 0.1009
Si -0.0049 -0.0047 -0.0006
Si -0.0572 0.0579 0.1008
Si -0.0162 0.0109 0.0006
Si -0.0043 0.0089 0.0006
Si 0.0009 0.0019 -0.0026
Si 0.0011 0.0026 0.001
Si -0.0001 -0.0116 -0.0012
Si -0.0021 0.006 -0.0026
Si 0.0059 -0.0048 -0.001
Si 0.0069 -0.0035 -0.0007
Si 0.0017 0.0004 -0.0039
Si -0.0007 0.0012 -0.0052
Si -0.0063 -0.0055 0.0001
Si 0.0004 0.0003 0.0015
Si -0.0027 0.0014 0.0041
Si 0.0008 0.0087 -0.0106
Si 0.0011 0.0045 0.0025
Si -0.0058 -0.0054 -0.003
Si -0.0032 0.0028 -0.0033
Si -0.0025 -0.0016 0.0019
Si -0.0015 0.0006 -0.0036
Si -0.0181 0.0095 0.0021
Si 0.013 -0.0042 -0.0022
Si 0.012 -0.0069 0.013
Si -0.0005 -0.0103 0.002
Si -0.003 0.002 -0.0026
Si 0.0107 -0.0016 -0.001
Si 0.0177 0.001 -0.0019
Si 0.0037 0.0004 0.0135
Si -0.0006 -0.0036 0.0068
Si -0.014 0.0063 -0.0058
Si 0.0129 0.0013 -0.0302
Si 0.005 0.0003 0.0166
Si -0.0071 0.0092 -0.0035
Si -0.0086 0.004 -0.0075
Si -0.0014 0.0179 -0.0119
Si -0.0071 -0.0009 -0.002
Si -0.0048 -0.0019 0.0019
Si -0.004 0 -0.0011
Si 0.0028 0.001 0.0022
Si -0.0011 -0.0047 -0.0021
Si -0.0033 0.0001 0.0015
Si 0.0027 -0.0006 0.0004
Si -0.0032 0.0028 -0.0039
Si 0.0001 0.0056 -0.0036
Si 0.0079 -0.0044 0.0062
Si -0.0001 -0.0031 0.0004
Si 0.0022 0.0008 0.0023
Si -0.0014 0.0056 0.0011
Si 0.0033 -0.0038 0.0038
Si -0.0006 -0.0019 -0.0049
Si -0.0011 0.0008 0.0035
Si -0.0125 0.0089 0.0322
Si -0.0162 0.011 0.0153
Si 0.012 -0.0103 0.0211
Si 0.0162 -0.009 0.0323
Si -0.011 0.0153 0.0233
Si -0.0161 0.0054 0.0297
Si 0.0114 -0.0038 0.0329
Si 0.0138 -0.0096 0.0196
O -0.02 0.0118 0.0115
O 0.0108 -0.0181 0.0042
O 0.0023 0.0015 0.0163
O -0.0013 0.0084 0.0087
O -0.0001 0.0013 -0.004
O -0.0024 0.0002 -0.0079
O 0.0026 -0.0035 -0.0011
O -0.002 -0.0038 -0.0122
O -0.0201 0.0168 -0.0328
O 0.0205 -0.0192 -0.0296
O -0.0275 0.0166 -0.0331
O 0.0206 -0.0226 -0.0247
O -0.0188 0.0185 -0.0315
O 0.0157 -0.0265 -0.0344
O 0.0146 -0.0247 -0.0348
O -0.0236 0.015 -0.0256
O 0.0292 -0.0212 0.0465
O -0.0187 0.03 0.0428
O 0.0277 -0.018 0.0491
O -0.0276 0.0255 0.0397
O -0.0198 0.019 0.0438
O 0.023 -0.0229 0.0413
O -0.0299 0.0295 0.0477
O 0.0237 -0.019 0.0366
Si 0.0016 0.002 0.003
Si 0.0006 -0.0025 -0.006
Si 0.0014 -0.0032 0
Si 0.0055 0.003 -0.0013
Si 0.0123 -0.0026 -0.0143
Si 0.0013 0.0032 0.0096
Si 0.0037 0.0017 -0.0725
Si -0.0015 -0.0007 -0.0049
Si -0.0025 0.0006 -0.0084
Si -0.0075 -0.0003 0.0095
Si -0.0105 0.0015 -0.0638
Si -0.0017 -0.0064 0.0006
Si 0.001 0.0109 0.0424
Si -0.002 -0.0132 -0.0224
Si 0.0004 -0.0029 -0.0292
Si 0.0052 0.0013 0.0471
Si -0.0017 -0.0006 0.0011
Si 0.0043 0.008 0.0001
Si -0.0011 -0.0023 -0.0218
Si 0.0108 0.0044 0.0495
Si 0.0018 -0.0027 -0.0067
Si -0.0026 0.0045 -0.0087
Si 0 0.0025 0.008
Si -0.0055 0.0091 -0.0226
Si 0 0.0042 0.0129
Si 0.0008 -0.0004 0.0025
Si -0.0002 0.0015 -0.0042
Si -0.0021 -0.0182 -0.075
Si -0.0109 0.0009 -0.006
Si 0.0117 0.0045 0.0439
Si 0.0031 0.0056 0.0013
Si -0.0002 -0.0051 0.0016
Si -0.0004 0.0075 0.0112
Si 0.0066 0.0027 0.0111
Si -0.0018 0.0058 0.0037
Si 0.0025 -0.0094 -0.0205
Si 0.0055 -0.0055 -0.0644
Si -0.0019 -0.0034 -0.012
O -0.0034 -0.0002 0.0015
O -0.0055 0.0118 -0.0006
O -0.0024 -0.003 0.0006
O -0.0072 0.0003 0.001
O -0.0024 0.0016 -0.0015
O -0.0065 -0.0067 -0.0027
O 0.0014 -0.0009 0.0012
O -0.0044 -0.0047 0.0034
O -0.013 -0.0059 0.0043
O -0.001 -0.0177 0.0088
O 0.0152 -0.0037 -0.0068
O 0.0049 0.004 -0.0028
O 0.0027 -0.0022 0.0021
O -0.0152 -0.0031 -0.0109
O 0.0173 0.0181 0.0225
O -0.0029 0.0013 -0.0021
O -0.001 -0.0023 -0.0034
O 0.0013 0.0069 -0.0025
O 0.0012 -0.0102 0.0029
O 0.0055 -0.0072 0.0052
O 0.0011 -0.0164 0.0236
O -0.0059 0.0025 -0.0064
O 0.0005 -0.0017 -0.0001
O -0.0005 0.0049 0.0033
O -0.0033 -0.0041 -0.004
O -0.0012 -0.0005 -0.0028
O 0.01 -0.008 0.0074
O -0.0144 -0.0073 -0.0213
O 0.0038 0.0121 0.0101
O 0.0001 0.0058 -0.0025
O 0.0104 0.0205 0.04
O 0.0014 0.0044 -0.0225
O -0.0048 -0.0213 0.0363
O -0.0002 0.0098 -0.0019
O -0.0013 0 0.0046
O 0.0014 0.0003 0.004
O -0.0016 0.0004 0.0002
O 0.0022 -0.008 0.001
O 0.0037 -0.008 0.0074
O 0.0006 0.019 0.0111
O 0 -0.0055 -0.006
O -0.0052 -0.0031 0.0045
O 0.0054 0.0155 0.0366
O -0.0158 -0.0101 -0.0193
O 0.0007 0.01 0.0002
O -0.0109 0.0018 -0.0017
O 0.0153 0.0034 -0.0294
O 0.0008 0.0017 0.0001
O 0.0024 0.001 -0.0015
O 0.002 -0.0085 0.0213
O 0.0021 0.0084 -0.0005
O -0.0029 0.0034 -0.0027
O -0.0009 -0.0134 -0.0043
O 0.0009 0.0014 0
O -0.0051 0.0021 0.0013
O -0.016 -0.0018 -0.009
O 0.002 0.005 0.0057
O 0.0025 0.0027 -0.0021
O -0.0201 0.0063 0.0366
O -0.0005 0.0071 0.0008
O 0.0035 0.0005 -0.0006
O -0.0011 -0.019 0.0131
O 0.0229 0.0005 0.0178
O -0.0051 -0.0142 -0.007
O 0.0009 -0.0009 -0.0015
O 0.0171 0.0005 -0.0139
O 0.009 0.003 -0.0032
O 0.0041 -0.0012 0.003

The program warned: the cutoff lies below the one the program advises for these potential files; the exchange-correlation potential is rough where the density is thin.
